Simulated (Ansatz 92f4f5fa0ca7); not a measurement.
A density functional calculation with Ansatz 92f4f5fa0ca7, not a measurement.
Periodic cell of 212 atoms, Si132O80, from a study of silicon, its oxide and their interface. The atomic structure is a simulated model.
Doubt: the cutoff is far below the 930 eV that the study's wrapper takes by default for these files, so forces and energies are approximate.
This geometry differs little from another in the collection (a relaxation step or a small displacement).

Settings: functional PBE; potential files Ansatz PAW; basis plane waves; wave-function cutoff 580 eV; density cutoff ratio 5; exchange-correlation grid ratio 1; k mesh 1 x 1 x 1, Gamma-centred; self-consistency stop 5e-08 eV per atom in the density residual; occupations fixed; spin none; net charge 0.

Cell vectors (angstrom)
a, 10.938, 0, 0
b, 0, 10.938, 0
c, 0, 0, 31.9271

Atoms and the computed forces on them: element, x, y, z (angstrom), force x, y, z (eV/angstrom)
Si, -0.5252, 0.4898, 24.5701, 0.0119, -0.0086, 0.0077
Si, 5.8724, -0.1654, 24.5656, 0.0171, -0.0061, 0.0161
Si, 2.4404, 2.9833, 24.7431, 0.0189, -0.0152, 0.0086
Si, 8.7611, 2.229, 24.6077, -0.0054, 0.0085, 0.004
Si, 0.764, 4.7491, 24.6366, -0.0245, 0.0337, -0.0049
Si, 5.0711, 5.9072, 24.545, 0.0089, 0.0037, 0.0143
Si, 3.3795, 7.6548, 24.4111, -0.0077, 0.0018, 0.0083
Si, 7.5586, 8.7935, 24.3874, -0.0089, -0.0039, 0.0006
Si, 1.2999, 1.3045, 25.8611, -0.0034, -0.0029, 0.0015
Si, 6.9893, 1.3533, 25.9109, -0.0011, -0.0066, -0.0027
Si, 4.1615, 4.1266, 25.8391, -0.0026, 0.0006, 0.0062
Si, 9.6806, 4.0933, 25.7226, 0.0021, -0.0046, -0.0095
Si, 1.5049, 6.7758, 25.6589, 0.0029, -0.0049, -0.0092
Si, 6.8134, 6.9417, 25.7401, -0.0134, -0.0004, -0.0056
Si, 4.1561, 9.5452, 25.6733, 0, -0.002, 0.0033
Si, 9.4958, 9.5398, 25.6448, 0.0032, 0.0167, -0.0069
Si, 2.7548, -0.0636, 27.0982, 0.0024, 0.0087, 0.001
Si, 8.2825, -0.0749, 27.2122, -0.0032, 0.0073, 0.0128
Si, -0.0137, 2.7253, 27.2063, 0.0074, -0.0055, 0.0134
Si, 5.5186, 2.7208, 27.1452, -0.0056, -0.0038, 0.0047
Si, 2.7634, 5.4685, 27.1886, 0.0047, -0.0104, 0.0112
Si, 8.2261, 5.4922, 27.0531, 0.0004, 0.0009, 0.0046
Si, 0.0183, 8.164, 27.0111, 0.0009, -0.0066, 0.0074
Si, 5.4575, 8.2251, 27.1721, -0.0019, -0.0053, 0.0019
Si, 4.1018, 1.3673, 28.5089, 0.0221, -0.1789, -0.3677
Si, 9.5708, 1.3673, 28.5089, 0.0913, -0.17, 0.6375
Si, 1.3673, 4.1018, 28.5089, 0.0185, 0.0538, 0.3079
Si, 6.8362, 4.1018, 28.5089, 0.3063, 0.2587, -0.2971
Si, 4.1018, 6.8362, 28.5089, 0.0564, 0.173, 0.4076
Si, 9.5708, 6.8362, 28.5089, 0.1806, 0.0136, -0.6111
Si, 1.3673, 9.5708, 28.5089, -0.112, -0.3471, -0.5287
Si, 6.8362, 9.5708, 28.5089, -0.0313, -0.0788, 0.4248
Si, 0, 0, 29.8761, -0.046, 0.1545, 0.0211
Si, 5.469, 0, 29.8761, 0.05, 0.0084, 0.021
Si, 2.7345, 2.7345, 29.8761, -0.0474, 0.0303, -0.0039
Si, 8.2035, 2.7345, 29.8761, 0.0151, -0.0442, 0.0176
Si, 0, 5.469, 29.8761, 0.0431, -0.0107, 0.016
Si, 5.469, 5.469, 29.8761, 0.0302, 0.1283, -0.0025
Si, 2.7345, 8.2035, 29.8761, -0.0241, -0.1118, 0.0312
Si, 8.2035, 8.2035, 29.8761, -0.0953, 0.0476, 0.0071
Si, 1.3673, 1.3673, 31.2434, 0.0619, -0.0697, 0.0146
Si, 6.8362, 1.3673, 31.2434, -0.0862, 0.0348, -0.0349
Si, 4.1018, 4.1018, 31.2434, 0.0533, -0.0418, -0.0056
Si, 9.5708, 4.1018, 31.2434, 0.0036, -0.015, -0.0292
Si, 1.3673, 6.8362, 31.2434, -0.0075, 0.0306, -0.011
Si, 6.8362, 6.8362, 31.2434, 0.0521, -0.0804, 0.01
Si, 4.1018, 9.5708, 31.2434, -0.0127, 0.0501, -0.0436
Si, 9.5708, 9.5708, 31.2434, 0.0484, -0.0567, -0.0029
Si, 2.7345, 0, 0.6835, 0.0446, 0.0167, 0.0368
Si, 8.2035, 0, 0.6835, -0.0494, 0.0916, -0.0014
Si, 0, 2.7345, 0.6835, -0.0608, 0.0619, -0.0064
Si, 5.469, 2.7345, 0.6835, 0.0685, -0.0595, 0.0191
Si, 2.7345, 5.469, 0.6835, -0.0569, 0.0434, 0.0009
Si, 8.2035, 5.469, 0.6835, -0.0089, -0.008, 0.0371
Si, 0, 8.2035, 0.6835, 0.0113, -0.0393, 0.0103
Si, 5.469, 8.2035, 0.6835, -0.0676, 0.0544, -0.0145
Si, 4.1018, 1.3673, 2.0507, 0.0011, 0.0263, -0.0301
Si, 9.5708, 1.3673, 2.0507, 0.0524, -0.0445, -0.0104
Si, 1.3673, 4.1018, 2.0507, 0.078, -0.0901, 0.0021
Si, 6.8362, 4.1018, 2.0507, -0.1232, -0.0092, -0.0318
Si, 4.1018, 6.8362, 2.0507, 0.1218, -0.0674, -0.0172
Si, 9.5708, 6.8362, 2.0507, 0.0381, 0.0793, -0.0381
Si, 1.3673, 9.5708, 2.0507, -0.0609, -0.021, -0.0128
Si, 6.8362, 9.5708, 2.0507, 0.0048, -0.083, 0.0105
Si, 0, 0, 3.418, -0.1516, -0.0079, -0.3098
Si, 5.469, 0, 3.418, -0.2768, 0.054, 0.3332
Si, 2.7345, 2.7345, 3.418, -0.1131, -0.0298, -0.4376
Si, 8.2035, 2.7345, 3.418, 0.2286, 0.1132, 0.4073
Si, 0, 5.469, 3.418, -0.0462, 0.3384, 0.6163
Si, 5.469, 5.469, 3.418, -0.1329, -0.0961, -0.911
Si, 2.7345, 8.2035, 3.418, -0.3628, -0.1097, 0.5262
Si, 8.2035, 8.2035, 3.418, 0.2235, 0.0903, -0.3706
Si, 1.3352, 1.3863, 4.7408, -0.0031, 0.0022, -0.0014
Si, 6.8268, 1.3827, 4.7957, -0.0041, -0.009, -0.0024
Si, 4.042, 4.1733, 4.7028, 0.0087, -0.0027, -0.0176
Si, 9.5824, 4.1326, 4.8621, 0.0068, -0.0011, 0.0017
Si, 1.3037, 6.8906, 4.9242, -0.0012, -0.0031, -0.006
Si, 6.8538, 6.7908, 4.6759, -0.0117, -0.0007, -0.0055
Si, 4.0281, 9.5953, 4.8255, 0.0083, 0.0005, 0.0003
Si, 9.5542, 9.5974, 4.7782, -0.0039, 0.0041, -0.0102
Si, 2.5649, 0.0099, 6.2053, 0.0051, 0.0086, -0.0047
Si, 8.1854, 0.0095, 6.1617, -0.0001, -0.0034, -0.0018
Si, 0.0887, 2.7735, 6.199, -0.0031, -0.0096, 0.002
Si, 5.4263, 2.8325, 6.0135, -0.0015, 0.0062, 0.0004
Si, 2.7183, 5.4305, 6.2205, 0.0089, 0.0005, 0.0125
Si, 8.1471, 5.5254, 6.1877, -0.0073, -0.0026, 0.0047
Si, -0.1165, 8.3424, 6.3552, -0.0049, 0.0033, 0.0098
Si, 5.4637, 8.1182, 5.9744, 0.0034, -0.0036, 0.0001
Si, 3.7569, 1.7506, 7.2043, -0.0128, -0.0042, -0.0168
Si, 9.8616, 1.1392, 7.3989, 0.0026, 0.0073, -0.004
Si, 2.0052, 3.5134, 7.4815, 0.0021, 0.0025, 0.0066
Si, 6.2645, 4.621, 7.3132, 0.0049, -0.0029, 0.0012
Si, 4.6046, 6.3547, 7.2761, -0.0043, 0.0062, -0.0026
Si, 8.9492, 7.3443, 7.4753, 0.0085, 0.0029, 0.0133
Si, 0.6469, 10.324, 7.5859, 0.0007, -0.01, 0.0006
Si, 7.1121, 9.1211, 7.2622, -0.0072, 0.01, 0.002
O, 0.8553, 10.3237, 9.2626, -0.0071, -0.0029, 0.012
O, 1.7342, 3.802, 9.1029, -0.0007, 0.0018, -0.0054
O, 9.3167, 1.8366, 8.8501, -0.0029, -0.0069, 0.0008
O, 5.9946, 9.5781, 8.4334, 0.0052, 0.0097, 0.0063
O, 4.6279, 1.1153, 8.464, 0.0101, -0.0095, 0.0164
O, 4.5194, 6.4973, 8.9626, -0.0027, 0.0013, -0.0076
O, 6.2702, 4.4861, 9.0044, 0.0045, -0.0031, -0.0121
O, 9.3062, 6.6818, 8.9743, -0.0017, 0.0144, 0.0206
O, 2.9574, 2.2823, 23.3159, -0.0054, 0, 0.0007
O, 5.3693, 11.9228, 23.4425, -0.0007, 0, 0.0044
O, 8.5962, 2.2904, 22.9227, -0.0004, 0.0001, 0.0098
O, 0.7001, 4.7603, 22.9726, 0.0036, -0.0073, 0.0057
O, 7.778, 8.2539, 22.8141, 0.0004, 0.0042, 0.0056
O, 3.2639, 7.9302, 22.7501, -0.0005, 0.0034, -0.0019
O, 5.5411, 5.5071, 22.9898, 0.0028, -0.0021, 0.0005
O, 10.4528, 11.3295, 22.8805, -0.0015, 0.0004, 0.0047
Si, 8.6667, 0.1555, 19.2525, -0.0016, 0.0038, 0.0056
Si, 12.0977, 2.9218, 13.0006, 0.0067, -0.0042, 0.0032
Si, 5.5766, 0.0255, 9.1897, 0.0162, -0.0027, 0.0097
Si, 4.3173, 1.8407, 22.5267, -0.0005, -0.0019, -0.0228
Si, 4.8433, 4.8403, 21.662, -0.0002, -0.0029, -0.001
Si, 5.1841, 5.3287, 9.9286, 0.0061, 0.0019, 0.0095
Si, 8.5895, 7.2525, 21.8244, 0.0049, -0.0069, -0.0047
Si, 3.1278, 8.7946, 18.7774, 0.0016, -0.0047, -0.0021
Si, 7.0282, -5.2066, 19.7918, 0.0001, -0.0036, 0.0034
Si, 8.4188, 8.1914, 19.0532, 0.0025, -0.0021, 0.0044
Si, -2.2031, -0.2856, 14.6645, 0.0008, -0.0027, -0.0014
Si, 9.4621, 7.2136, 10.5114, 0.0013, 0.0202, -0.0107
Si, 5.3689, 2.3542, 14.8409, -0.004, 0.0024, 0.0019
Si, 15.0883, 8.3362, 15.9442, -0.001, -0.0033, -0.0049
Si, 9.5803, 1.4162, 21.9196, 0.0032, 0.0002, -0.0198
Si, 13.1394, 2.3542, 18.2042, 0.001, 0.0028, 0
Si, 11.0648, 5.8151, 21.8916, -0.0058, 0.0062, -0.0063
Si, 2.7813, 7.0557, 21.4412, -0.0007, -0.0013, -0.0086
Si, 6.6574, -3.6694, 11.8869, -0.0005, 0.0057, -0.0002
Si, 14.2742, 0.493, 19.9399, -0.0011, 0.0001, 0.005
Si, 2.8937, 3.8274, 15.4533, 0.0048, 0.0051, -0.0004
Si, 9.7088, 6.877, 16.6009, 0.0056, -0.0009, -0.0074
Si, -0.0943, 10.0331, 10.5736, -0.0081, -0.0195, 0.0053
Si, 11.4652, 5.6731, 12.2831, 0.0026, 0.0037, 0.0018
Si, 7.2261, 12.4325, 12.6866, -0.0013, -0.0018, -0.0018
Si, 7.1783, 7.8408, 14.8394, -0.0023, -0.0024, 0.0018
Si, 10.9159, 3.4756, 19.9619, 0.0021, 0.0046, 0.0023
Si, 7.7267, 1.6254, 16.795, -0.0023, 0.0005, 0.0013
Si, 8.88, 4.1158, 17.8193, 0.0016, -0.0035, 0.0021
Si, 5.1571, -0.867, 11.9174, -0.0003, -0.0071, -0.0126
Si, 8.4628, 1.1557, 10.0778, -0.0201, -0.014, 0.0005
Si, 3.516, 10.7581, 14.3637, 0.0033, -0.0036, 0.0015
Si, 2.3945, 4.1214, 10.5627, -0.0017, -0.0018, 0.0054
Si, 0.9113, -0.1716, 18.7342, 0.0024, -0.0012, 0.0022
Si, 0.5473, 0.0113, 13.4436, 0.001, -0.0042, -0.0012
Si, 1.5772, 6.7196, 15.0021, 0.0057, 0.0014, 0.0051
O, 12.8298, -0.1241, 14.35, 0.0037, -0.0027, -0.0044
O, 8.0038, 2.0899, 11.3614, 0.0029, -0.0079, -0.0091
O, 8.6108, 0.4112, 16.1351, 0.0004, 0.0002, 0.0024
O, 3.8776, -2.881, 17.5306, 0.0003, 0.0015, 0.003
O, 10.6863, 4.9857, 20.5393, 0.0022, -0.005, 0.0041
O, 5.5522, -5.7165, 20.2337, 0.0034, 0.0015, 0.0017
O, 11.1836, 7.1138, 15.9048, -0.0034, 0, 0.0016
O, 1.1654, 6.9843, 21.4894, 0.0018, -0.0011, 0.0038
O, 1.7078, 0.2239, 20.1316, 0.0016, 0.0007, 0.0054
O, 4.0108, 4.3077, 10.4442, -0.0023, -0.0019, 0.0033
O, 9.8916, 3.2354, 18.7308, 0.0013, 0.0004, 0.0031
O, 8.382, -3.8398, 15.6599, 0.0004, 0.0006, 0.002
O, -2.2757, 0.6147, 20.8237, 0.0031, 0.0005, 0.0057
O, 9.1545, 8.0564, 20.5148, -0.0016, -0.001, 0.0023
O, 13.0782, 13.9392, 14.2838, -0.0045, -0.0053, -0.0018
O, 10.0969, -4.8139, 11.535, -0.0017, 0.0071, -0.0077
O, 3.3503, 5.5129, 21.5361, -0.0017, 0.0032, 0.0027
O, 14.93, 10.1056, 19.247, -0.0002, 0.0023, 0.0047
O, 2.0469, 2.8998, 11.6093, 0.0023, 0.001, 0.002
O, 6.3027, 0.2008, 12.3439, 0.0019, -0.0028, 0.0031
O, 9.8304, 6.5876, 22.6341, 0.0014, -0.0034, 0.0036
O, 10.6239, 2.3867, 21.1296, -0.0031, -0.0046, 0.0092
O, 7.7033, -1.5563, 14.5719, 0.001, 0.0015, 0.0025
O, 6.3404, 2.597, 13.5243, 0.0044, -0.0063, -0.0011
O, 3.9295, -0.8901, 12.963, 0.0046, -0.0009, 0.0073
O, 9.424, -0.0725, 10.5958, 0.0001, 0.0044, -0.0075
O, 4.9037, 3.2187, 21.8597, -0.0001, -0.0005, 0.0041
O, 12.4046, 3.2941, 19.3309, -0.0022, 0.0005, -0.0001
O, 4.228, 12.2038, 14.4562, 0.0022, -0.0046, -0.0012
O, 7.8499, 9.7081, 18.9688, 0.001, -0.0022, 0.0004
O, 11.1185, 15.1638, 12.9648, 0.0006, -0.0008, 0.0016
O, 2.2485, 5.3123, 15.4686, -0.002, -0.0009, 0.0013
O, 7.673, 4.6178, 18.7993, -0.0032, 0.0011, 0.0017
O, 7.9937, 7.6439, 11.0431, 0.0187, -0.0089, 0.0016
O, 10.2766, -0.7028, 14.3019, 0.0044, 0.001, -0.0012
O, 12.227, 1.0664, 17.7057, -0.0001, -0.0012, 0.0005
O, 10.4757, 8.4654, 10.4932, -0.0165, 0.001, -0.0013
O, 14.4861, 12.7095, 18.9361, 0.0036, -0.0016, 0.0013
O, 5.6784, 7.8291, 15.5501, 0.0028, -0.0004, 0.001
O, 0.7207, 10.2699, 11.9653, -0.0094, -0.0038, -0.0072
O, 7.1284, -3.7704, 18.9893, -0.0019, -0.0012, -0.0005
O, 8.353, 3.1303, 16.6344, -0.0003, -0.0012, 0.0031
O, 1.6032, 9.3139, 18.3257, 0.0007, 0.0001, 0.0013
O, 4.5273, 3.7278, 15.1972, -0.0003, -0.0019, 0.0024
O, 6.2439, 1.7512, 16.1004, 0.0051, -0.0016, 0.0013
O, 10.2353, -0.1719, 18.8582, -0.0014, -0.0015, 0
O, 5.6896, 8.5547, 11.819, 0.0063, 0.0006, 0.0014
O, 9.6867, 5.3355, 17.1183, -0.0009, -0.0021, 0.0053
O, 3.9853, 0.7604, 21.3724, -0.0012, 0.0032, 0.0072
O, 8.387, 0.9086, 13.6369, -0.0017, 0.0009, 0.0022
O, 5.9132, 5.9716, 11.2363, 0.0069, 0.0084, 0.0071
O, 3.1616, -3.1897, 20.0257, -0.0018, -0.0012, 0.0089
O, 1.0462, 6.697, 13.4477, -0.0005, -0.0026, 0.0022
O, 7.8103, 1.2619, 18.393, 0.0024, -0.0035, 0.0002
O, 2.8634, 7.7332, 15.1056, -0.0012, -0.0019, 0.003
O, 2.6019, 3.2183, 16.9182, -0.0009, -0.005, 0.0036
O, 7.0317, -3.9426, 13.4487, -0.0043, 0.0072, -0.0152
O, 7.7671, 5.9677, 21.2344, 0.001, 0.0033, 0.0021
O, 1.7244, 5.4901, 11.1749, 0.0037, -0.0024, 0.0011
O, 0.2483, 12.5314, 13.1611, 0.0018, -0.0018, 0.0001
O, 7.034, 0.6882, 9.4713, 0.0118, 0.0009, 0.0039
O, 9.5158, 7.8842, 17.879, -0.0026, 0.0031, 0.0056
O, 4.0764, 9.9388, 15.6536, -0.003, 0.0016, -0.0038
O, 4.6524, -0.3958, 10.4568, 0.0087, 0.0002, 0.013

Results
free energy: -129410.237 eV
free energy less fixed offsets of O -568.88, Si -635.61 eV per atom: 0.683 eV

The program warned: the cutoff lies below the one the program advises for these potential files; the forces do not sum to zero within the program's tolerance; the exchange-correlation potential is rough where the density is thin.
